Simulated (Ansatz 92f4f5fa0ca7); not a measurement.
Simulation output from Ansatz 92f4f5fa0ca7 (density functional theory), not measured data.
Periodic cell of 228 atoms, Si140O88, from a study of silicon, its oxide and their interface. The atomic structure is a simulated model.
This geometry differs little from another in the collection (a relaxation step or a small displacement).

Settings: functional r2SCAN; potential files Ansatz PAW; basis plane waves; wave-function cutoff 800 eV; density cutoff ratio 5; exchange-correlation grid ratio 1; k mesh 1 x 1 x 1, shifted by 0.5 0.5 0 of a step; self-consistency stop 1e-10 eV per atom in the density residual; occupations fixed; spin none; net charge 0.

Cell vectors (angstrom)
a 10.888 0 0
b 0 10.888 0
c 0 0 33.0686

Atoms: element, x, y, z (angstrom)
Si -1.4896 0.7843 -4.1955
Si 0.331 2.5256 0.0372
Si 4.3354 8.7355 -0.6296
Si 2.8826 6.8516 -2.5726
Si 5.2093 3.4181 -1.2051
Si 7.3009 1.8332 1.2216
Si 6.15 7.8973 0.75
Si 8.1013 9.0036 -0.0273
Si 2.8756 5.5836 2.6445
Si 4.6354 4.4211 1.5121
Si 1.4742 7.0968 1.471
Si 7.5874 11.2444 -0.5729
Si 9.1933 5.0989 -2.5139
Si 8.3713 5.0987 2.934
Si 5.2307 8.6033 2.877
Si 10.8426 8.1216 2.9052
Si -0.6634 3.4354 2.8509
Si 3.2748 -0.8085 2.7659
Si -1.1641 9.6604 1.5371
Si 2.4594 9.1465 0.7128
Si 5.5276 2.6116 2.6758
Si 8.3766 0.2965 2.7519
Si 6.7732 5.5909 1.1615
Si 7.3256 3.8287 -0.3097
Si 1.348 4.2146 3.9076
Si 4.0743 1.2063 3.8876
Si 1.4513 9.4222 4.1789
Si 4.1755 6.87 4.1265
Si 6.8146 3.9197 4.2147
Si 9.6256 1.5482 4.2171
Si 6.9001 9.7471 4.0614
Si 9.4504 6.7696 4.1785
Si 0.1103 0.048 5.4302
Si 2.6798 2.6753 5.2255
Si 0.0329 5.4665 5.4715
Si 2.745 8.0769 5.5614
Si 5.4432 0.047 5.4537
Si 8.1527 2.6641 5.6345
Si 5.4777 5.4208 5.4379
Si 8.1294 8.2364 5.4244
Si 1.4215 1.3919 6.7856
Si 4.0391 4.0382 6.694
Si 1.364 6.7641 6.8939
Si 4.1064 9.5188 6.7998
Si 6.7592 1.3297 6.9142
Si 9.5573 4.0945 6.8334
Si 6.8019 6.8247 6.798
Si 9.5595 9.5556 6.7526
Si 0.0199 2.7152 8.1599
Si 2.745 -0.0053 8.1456
Si -0.0131 8.1803 8.1604
Si 2.7231 5.3652 8.1704
Si 5.3824 2.7401 8.1598
Si 8.17 -0.048 8.1783
Si 5.4197 8.1456 8.1667
Si 8.1808 5.46 8.1527
Si 1.3545 4.0515 9.551
Si 4.0455 1.3633 9.5247
Si 1.3594 9.5294 9.5084
Si 4.0685 6.7698 9.5226
Si 6.7959 4.0809 9.4892
Si 9.5333 1.3498 9.5048
Si 6.7753 9.4945 9.516
Si 9.5253 6.8014 9.5184
Si 0.0313 0.0289 10.8708
Si 2.6845 2.6879 10.9123
Si -0.027 5.4096 10.8924
Si 2.6684 8.1193 10.8838
Si 5.4023 -0.0037 10.856
Si 8.126 2.6725 10.8613
Si 5.4663 5.4326 10.8659
Si 8.1232 8.1274 10.837
Si 1.3279 1.3833 12.3375
Si 4.1106 4.0397 12.1791
Si 1.3165 6.7462 12.2891
Si 4.0132 9.5386 12.1951
Si 6.7587 1.3129 12.2532
Si 9.4798 4.0259 12.2264
Si 6.8208 6.7739 12.2467
Si 9.4822 9.5368 12.0816
Si -0.1318 2.6959 13.6966
Si 2.7236 0.0099 13.6578
Si 2.4197 7.8754 15.9411
Si 2.7442 5.2889 13.5819
Si 5.4533 2.7609 13.6174
Si 8.1124 -0.1533 13.5242
Si 5.3785 8.161 13.491
Si 8.1936 5.4001 13.6222
Si 1.2402 4.1308 15.0163
Si 4.1662 1.3739 14.9879
Si -1.3841 6.8132 14.996
Si 5.6865 5.8617 16.2995
Si 7.8407 2.5842 16.3196
Si 9.2486 1.2955 14.9435
Si 5.5976 11.3909 16.6517
Si 10.7149 8.1869 13.4773
Si -0.7133 0.109 16.7215
Si -0.9822 2.4793 18.496
Si 0.5814 6.1284 16.0982
Si 1.2454 9.4567 14.7911
Si 6.9298 -1.7065 14.896
Si 6.7468 4.1737 15.0264
Si 4.0991 6.7566 14.8299
Si 7.6583 7.4679 16.3612
Si 1.973 -18.8886 28.1059
Si 0.6589 -0.7033 25.2757
Si 21.7318 -9.4921 23.2729
Si 7.3445 14.9384 22.4542
Si -10.2843 -0.3735 33.2192
Si -0.4676 -3.4044 20.3749
Si -7.9685 13.0651 16.7674
Si 16.5392 11.3672 31.2713
Si -16.2778 -2.472 26.639
Si -11.9711 -7.2095 27.8391
Si 8.6084 1.4331 21.1194
Si 15.1124 4.6513 29.203
Si 9.4877 3.8596 24.6586
Si -9.8682 27.0215 32.1808
Si 27.1252 5.4438 26.5666
Si 4.1461 -11.1336 22.0404
Si -12.1558 -10.0669 31.2868
Si 33.4148 -5.8455 18.9459
Si 3.0891 17.8464 22.5101
Si 8.3911 8.756 18.2484
Si -8.7456 9.0535 20.6559
Si -14.91 20.8379 29.0047
Si 0.9891 -5.273 24.3124
Si -0.2961 18.3639 26.3632
Si 3.9029 4.453 18.5999
Si 3.2103 -0.5965 17.9158
Si 18.5799 39.5847 25.4065
Si 24.9563 3.593 25.3483
Si 8.5911 8.1358 30.8561
Si 8.0613 -3.8595 22.2317
Si 0.4219 -2.5591 29.2054
Si -25.7995 9.6425 20.8174
Si -10.2465 22.0489 28.1001
Si 3.6209 -1.5877 24.4969
Si 24.7593 2.3026 22.7565
Si 15.3642 4.464 21.6263
O 14.4504 6.13 -3.8352
O -12.3651 -6.8824 -6.7816
O 5.7361 3.8604 -10.6275
O 1.122 1.1716 0.4545
O -8.2533 -0.8381 -11.2403
O -27.622 4.3638 -2.5125
O 2.0983 9.6861 -8.2728
O 10.3142 13.1139 -1.275
O 4.4582 -0.5367 -9.4707
O 7.3504 8.8173 -3.0136
O 18.5249 5.514 -11.3043
O 23.6693 15.2755 -8.2636
O -6.2033 21.1008 -1.2052
O 51.9134 14.9457 -1.5824
O 10.2815 2.9501 1.2773
O 4.8302 16.2897 -15.4196
O 5.2901 -0.8654 21.0702
O 2.4189 5.7191 31.5483
O -2.9071 -3.9012 23.8341
O -12.5331 4.7124 28.9718
O -6.2108 4.3951 20.0222
O -15.38 10.1093 16.1306
O 2.4208 0.7449 17.4065
O 8.0321 -6.9189 23.9352
O 0.8076 11.2497 26.483
O 13.972 -7.1784 21.9787
O 14.6646 13.8752 17.9046
O 12.575 6.312 23.0289
O 2.6532 9.8114 19.3391
O 17.5692 23.4337 17.0631
O 10.9447 14.4594 19.12
O 0.1473 5.6983 17.6108
O -1.7872 6.8961 26.1874
O 12.4437 18.5545 30.1173
O -10.8101 18.2839 27.932
O -6.4993 -6.2341 25.5335
O -0.1096 -11.1877 31.726
O 18.1097 -1.5724 19.2588
O -0.0589 -10.917 24.0153
O 26.63 28.7282 26.8873
O 14.8495 1.344 21.886
O -0.1677 16.1005 31.0886
O -17.4059 -1.6128 25.909
O -6.1327 -0.0654 17.9391
O -0.2752 -1.8959 25.822
O -11.8109 8.5569 30.0772
O 14.4594 2.4684 24.2591
O -2.032 -7.6916 17.4662
O -3.7218 -13.5013 21.6672
O 12.3387 12.7124 22.8392
O -4.0605 5.6265 25.9135
O -11.0821 -20.487 17.7246
O -5.6234 4.6037 27.9566
O 0.6212 6.2911 33.3572
O 35.4278 -8.0498 26.7016
O 22.3411 8.7314 20.5596
O 36.3081 7.8933 23.7039
O 39.5021 8.2462 25.7506
O 11.3806 -0.7931 16.1262
O 10.4017 -16.7445 23.9874
O 18.6056 0.0773 21.258
O -12.7594 1.7187 19.5977
O 18.7741 13.6713 21.6218
O -20.7139 20.5973 28.6669
O -12.655 -8.6252 28.2347
O 11.7054 6.6534 25.5375
O 4.2078 -17.8644 33.0565
O -8.5102 4.987 18.8518
O 4.2935 -4.9418 22.2092
O 5.9231 20.0937 27.957
O 8.1872 -11.1028 28.3878
O 1.2934 14.6548 32.7742
O 13.7422 29.4324 21.0621
O -9.2233 1.4031 28.6763
O -11.5947 2.4501 24.3013
O 20.3159 7.8692 19.1511
O 3.0898 -1.9651 17.0493
O 9.9686 1.2307 21.9475
O 4.863 1.8902 31.4193
O -17.776 -3.0902 31.1545
O -10.3452 -7.2402 27.9451
O 13.8708 3.6142 29.1263
O -41.8366 14.0517 16.2917
O 9.1896 -0.8712 17.5816
O 5.9436 11.083 29.6987
O -2.4388 17.4138 30.7327
O 9.5752 -3.5721 21.7405
O -10.5814 6.077 20.1156

Results
free energy: -139737.051 eV
free energy less fixed offsets of O -570.45, Si -639.56 eV per atom: 0.949 eV

Forces (eV/angstrom), in the order of the atoms: element, x, y, z
Si 0.0016 -0.0006 0.006
Si -0.0021 0.0017 0.0022
Si 0.0036 0.0078 -0.005
Si 0.0022 0.0023 0.0039
Si 0.0029 0.0029 0.003
Si -0.0006 -0.0003 0.0028
Si -0.003 0.0011 -0.0013
Si -0.001 -0.0027 -0.0054
Si -0.0004 0.0009 -0.0011
Si -0.0007 0.0007 -0.0046
Si -0.0009 0.0012 -0.0018
Si 0.0014 -0.0009 -0.0077
Si 0.0001 0.002 0.0033
Si 0.0021 -0.0001 -0.0002
Si -0.0018 0.0002 -0.0008
Si 0.0009 -0.0005 0
Si 0.002 -0.0016 0.0023
Si -0.002 0.0006 -0.0006
Si 0.0005 0.0024 0.0015
Si -0.0013 -0.001 -0.0011
Si 0.0035 -0.0007 -0.0001
Si -0.0012 0.0008 -0.0015
Si 0.0005 0.0051 0.0022
Si -0.0003 -0.0032 -0.0019
Si 0.0002 0.0005 0
Si -0.0004 0.0002 0.0019
Si 0.0018 0.0001 -0.0021
Si 0.0011 0 0.0001
Si -0.0003 -0.0009 -0.0003
Si 0.0022 0.002 0.0006
Si 0.0017 -0.0005 -0.0005
Si 0.0003 0.0014 -0.0016
Si 0 -0.001 -0.0008
Si 0.0005 0.0017 0
Si 0.0004 -0.0003 0.0003
Si 0.0004 -0.0013 0.0004
Si 0.0018 0.0025 -0.0005
Si 0.0019 0.0008 -0.001
Si 0 -0.0007 -0.0004
Si -0.0004 0.0009 -0.001
Si -0.0003 0.0013 0.0004
Si -0.0006 0.0006 0
Si 0.0002 0.0004 -0.0008
Si -0.0002 -0.0003 -0.0013
Si -0.001 -0.0015 -0.0003
Si 0.0002 -0.001 -0.0005
Si 0.0005 -0.0007 -0.0002
Si 0.0005 -0.0001 0.0005
Si 0.0012 -0.0008 -0.0002
Si 0 -0.0014 -0.0005
Si -0.0003 -0.0001 0
Si 0.0009 -0.0015 0.0002
Si -0.0005 -0.0001 0.0004
Si 0.0001 0.0001 0.0003
Si 0.0003 -0.0004 -0.0007
Si 0.0002 0.0001 -0.0002
Si -0.0006 -0.0001 -0.0003
Si -0.0005 -0.0006 0.0002
Si 0.0011 -0.0005 0.0003
Si -0.0002 0.0005 0.0001
Si -0.0004 -0.0013 0.0001
Si 0 -0.0012 -0.0003
Si -0.0002 0.001 0.0006
Si 0.0004 -0.001 0.0007
Si 0.0007 0.0018 0.0001
Si 0.0004 -0.0009 -0.0004
Si 0.0004 -0.0004 -0.0002
Si -0.0004 0.0011 -0.0004
Si 0.0001 -0.001 0.0001
Si 0 -0.0005 0.0003
Si -0.0005 -0.0008 -0.0003
Si -0.0001 0.0001 -0.0011
Si -0.0005 -0.001 -0.0006
Si -0.0005 0.0004 -0.0001
Si 0.0015 0.0004 -0.0006
Si -0.0003 0 -0.0008
Si 0.0003 0.0019 0.0012
Si 0 0.0007 -0.0006
Si -0.0003 0 0
Si 0.0005 -0.0009 -0.0009
Si 0.0001 0.0002 -0.0003
Si 0.0001 0.0004 -0.0004
Si 0.0005 -0.0014 0.0006
Si -0.0003 0.0009 -0.0009
Si 0.0006 -0.0002 0.0005
Si -0.0003 -0.0003 0.0007
Si -0.0002 -0.0019 -0.0003
Si -0.0003 0.0004 0.0012
Si 0.0003 -0.0017 0.002
Si -0.0009 0 0.0049
Si -0.0004 -0.0009 0.0005
Si -0.0001 0.0006 0.0002
Si 0.0014 0.001 -0.0023
Si -0.0005 0.0002 0.0015
Si -0.0037 -0.0029 0.0006
Si 0 -0.0015 0.0005
Si 0.0004 0.0001 -0.0033
Si -0.0002 0.0005 -0.0041
Si 0.0014 0.0013 -0.0011
Si -0.0008 -0.0001 0.001
Si -0.0026 0.0007 0.0021
Si -0.0009 -0.0005 -0.0007
Si -0.0006 0.0009 0.0002
Si -0.001 0.0007 0.0016
Si 0.0011 0.0007 0.0036
Si 0.001 0.0024 0.0021
Si 0.0002 0.0001 -0.0034
Si 0.0003 -0.0008 -0.002
Si -0.0009 0.0015 -0.001
Si 0.0002 -0.0006 -0.0046
Si 0.0002 -0.0007 -0.0042
Si -0.0072 -0.0042 -0.0005
Si -0.0012 0.0009 0.0041
Si -0.0017 -0.0011 0.0029
Si -0.0005 -0.0002 -0.0053
Si 0.0019 0.001 0.0048
Si -0.0005 0.0006 0.0009
Si -0.0026 -0.0007 0.0032
Si -0.0019 0.0013 0.0023
Si -0.0016 -0.0003 -0.0022
Si 0.0018 0.0013 -0.0017
Si 0.0028 -0.0006 -0.0031
Si -0.0011 -0.0001 -0.0019
Si -0.0005 -0.0001 -0.003
Si -0.0007 0.0014 -0.005
Si -0.0018 -0.0036 0.0047
Si -0.0011 0.002 -0.0004
Si -0.0011 0.0002 0.0036
Si -0.0008 0 -0.0073
Si 0.0007 0.0007 -0.0041
Si -0.0008 0.0014 -0.0003
Si -0.0009 -0.0001 0.0008
Si -0.0035 -0.004 0.0011
Si 0.0004 0.0001 -0.0012
Si -0.0011 0.0024 0.0039
Si -0.0003 0.0012 -0.0044
Si -0.0024 0.0023 0.0042
Si -0.0006 -0.0001 0.0008
Si 0.0002 0.0007 -0.0016
Si -0.0001 0 -0.0015
O 0.0008 0.0003 -0.0005
O 0.0001 -0.0005 -0.0015
O 0.0006 0.0007 -0.0004
O -0.0002 -0.0004 -0.0009
O 0.0015 0.0017 -0.0002
O -0.0017 0.0019 -0.0043
O -0.0029 0.0012 0.0004
O 0.0037 0.0004 -0.0006
O -0.0003 0.0008 -0.0005
O 0.0022 0.0031 -0.0071
O -0.0002 0.0007 0.0026
O -0.0005 0.0014 -0.0009
O 0.0071 -0.0017 -0.0011
O 0.0012 0.0015 -0.0021
O 0.0025 -0.0013 -0.0057
O -0.0012 -0.0025 0.0021
O -0.0001 0.0011 0.0012
O 0.0025 0.0023 -0.0019
O 0 -0.0003 0.002
O 0.0001 -0.0002 -0.0022
O -0.0014 0.0002 0.0051
O 0.0062 0.0004 -0.0022
O 0.0006 -0.0021 0.0004
O -0.001 0.0002 -0.0002
O 0.0008 -0.0017 -0.0057
O -0.0005 -0.0002 0.0013
O -0.0008 0.0014 0.0017
O -0.0013 0.0001 0.0009
O -0.0015 -0.0014 0.0029
O 0.0005 0.001 0.0026
O -0.0002 0.0004 0.0006
O 0.0008 0.0002 0.0011
O -0.002 -0.0003 -0.0017
O 0 0.0004 -0.0011
O 0.0001 0.001 -0.0027
O -0.0009 0.0013 -0.0004
O 0.0019 0.0007 0.0036
O -0.0001 0.0019 0.0031
O 0.0003 0.0011 0.0018
O 0.0025 0.0032 -0.0011
O 0 -0.003 0.0015
O 0.0007 -0.0011 -0.0003
O -0.0016 -0.0007 -0.0006
O -0.0003 -0.0011 -0.0014
O 0.0003 0.0022 -0.0014
O 0.0009 -0.0001 -0.0035
O -0.0007 0.0014 -0.0008
O 0.0012 0 0.0021
O 0.0002 -0.0008 0.0013
O -0.0029 0 0.0015
O -0.0007 0.001 -0.0006
O -0.0011 0.0006 0.0029
O 0 0.0006 -0.0032
O 0 -0.0012 -0.0019
O 0.0005 0.0016 -0.0008
O 0.0008 0.0006 0.0013
O 0.0005 0.0013 0.0013
O -0.0018 0.0004 -0.0026
O -0.0012 0.0007 0.0017
O -0.0008 0.0012 0.0004
O -0.001 0.001 0
O -0.0015 -0.0003 0.0041
O -0.0008 0.0022 0.0013
O 0.0002 -0.0014 -0.0002
O 0.0008 0.0029 -0.0033
O -0.0003 0.0011 -0.0002
O 0.0013 0.0003 -0.0005
O 0.0004 0.0003 0.0005
O -0.0007 -0.0001 0.0016
O 0.0049 0.0059 0.0018
O -0.0035 -0.002 0.0032
O -0.0031 0.0009 -0.0009
O -0.0003 0.0008 0.0011
O -0.0006 0.0017 -0.0014
O -0.0005 0 0.0002
O -0.0002 0.0008 0.0017
O -0.0006 0.0011 0.0002
O 0.0015 0.0018 0.0036
O -0.0009 -0.0035 -0.0016
O -0.001 0.0026 0.0009
O -0.0006 -0.0002 -0.0012
O -0.0011 -0.0004 -0.0029
O -0.0011 0.0027 0.0007
O -0.0024 -0.002 0.0009
O 0.001 -0.0059 0.0044
O 0.0017 0.0065 -0.0006
O -0.003 -0.0006 0.0037
O -0.0012 0.0005 0.002

The program warned: the cutoff lies below the one the program advises for these potential files; the forces do not sum to zero within the program's tolerance; empty levels may hold ghost states of the PAW files; the exchange-correlation potential is rough where the density is thin.
